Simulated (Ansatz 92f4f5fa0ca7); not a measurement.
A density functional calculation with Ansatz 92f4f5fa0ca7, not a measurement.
Periodic cell of 256 atoms, Si144O112, from a study of silicon, its oxide and their interface. The atomic structure is a simulated model.
This geometry differs little from another in the collection (a relaxation step or a small displacement).

Settings
functional: r2SCAN
potential files: Ansatz PAW
basis: plane waves
wave-function cutoff: 800 eV
density cutoff ratio: 5
exchange-correlation grid ratio: 1
k mesh: 1 x 1 x 1, shifted by 0.5 0.5 0 of a step
self-consistency stop: 1e-10 eV per atom in the density residual
occupations: fixed
spin: none
net charge: 0

Cell vectors (angstrom)
a  10.88  0  0
b  0  10.88  0
c  -2.624  -4.872  36.0009

Atoms: element, x, y, z (angstrom)
Si  1.0811  -1.0712  -0.1246
Si  4.0581  1.4721  -0.0737
Si  0.8457  4.6719  0.0169
Si  4.5256  -4.4109  0.1525
Si  -3.5358  -1.8712  0.0429
Si  -1.1628  1.162  0.0115
Si  6.5807  4.0706  0.3968
Si  -1.3845  -4.0751  0.4202
Si  2.6744  0.0652  1.2177
Si  5.3333  2.5867  1.5815
Si  2.6646  -5.3509  1.3087
Si  5.5932  -2.7607  1.387
Si  -2.656  -0.0795  1.3446
Si  -0.0531  2.8319  1.2698
Si  8.1251  5.3648  1.5957
Si  0.0778  -2.6125  1.4373
Si  1.3395  1.4323  2.6409
Si  3.9503  4.0826  2.7522
Si  1.4304  -3.9955  2.7588
Si  4.1077  -1.3257  2.5878
Si  6.8268  1.2434  2.7506
Si  9.533  4.0195  2.8294
Si  6.7919  6.781  2.8871
Si  -1.3162  -1.3211  2.8102
Si  0.024  0.0789  4.089
Si  2.658  2.7196  4.1124
Si  0.0425  -5.419  4.0798
Si  2.7926  -2.6544  4.0693
Si  5.4366  -0.0576  4.078
Si  8.1501  2.6522  4.1198
Si  5.3651  5.4152  4.1238
Si  8.1947  -2.712  4.152
Si  1.3386  -1.3493  10.8872
Si  4.0726  1.3752  10.8699
Si  1.335  4.0839  10.8209
Si  4.126  -4.0876  10.8365
Si  6.7941  -1.3917  10.8142
Si  -1.3299  1.3634  10.8403
Si  6.8127  4.1152  10.9256
Si  -1.3874  -4.0942  10.9198
Si  2.7023  0.0243  12.2216
Si  5.432  2.7417  12.2256
Si  2.7474  5.4103  12.1232
Si  5.4759  -2.7409  12.2187
Si  -2.701  -0.0416  12.1141
Si  -0.0133  2.7558  12.2166
Si  8.1566  5.456  12.3556
Si  -0.0262  -2.7229  12.2447
Si  1.3876  1.4259  13.573
Si  4.0645  4.0932  13.5768
Si  1.3962  -4.1222  13.4693
Si  4.0561  -1.3757  13.5154
Si  -4.052  1.3245  13.4398
Si  -1.373  4.0507  13.6927
Si  6.8124  -4.0304  13.7296
Si  -1.4065  -1.3616  13.5815
Si  -0.2408  0.266  14.7571
Si  2.5448  2.9594  14.9709
Si  0.3453  -5.6856  14.8351
Si  2.8999  -2.9518  14.8096
Si  5.6341  -0.1795  14.7323
Si  -2.5506  2.3597  14.8909
Si  5.111  5.7184  14.8926
Si  -2.9965  -2.3445  15.0465
Si  2.2422  5.1497  -8.0323
Si  3.8863  1.0889  17.0312
Si  1.6728  4.041  24.7685
Si  5.4775  2.0836  -5.2046
Si  7.0467  0.9963  24.7635
Si  3.0919  2.9737  -9.5567
Si  5.8565  -0.2261  -2.0892
Si  4.7782  -2.1571  21.0068
Si  0.8778  4.868  20.0414
Si  5.4453  0.5837  19.646
Si  1.5518  -1.1919  -3.2142
Si  -2.378  0.9382  19.5673
Si  0.7573  -0.1561  22.1674
Si  1.5921  -1.0807  16.9169
Si  7.6689  0.1657  -6.3158
Si  -0.8282  -1.6269  -5.1857
Si  4.3102  -2.2046  -4.1399
Si  5.8705  5.3723  17.8401
Si  -0.642  -4.5624  -8.2325
Si  1.2179  -2.7018  23.6435
Si  5.2982  4.8485  22.5923
Si  7.3192  4.0489  24.3585
Si  3.0628  2.4993  -6.8756
Si  -2.2245  0.0844  22.3098
Si  8.1494  -3.3176  18.0106
Si  1.5251  -1.0501  -10.3846
Si  5.9832  -2.3905  -6.6909
Si  -0.6704  -5.4056  17.584
Si  -0.7946  0.2998  -9.757
Si  7.6717  -2.4903  20.8729
Si  4.703  -4.0229  -8.9716
Si  4.2462  2.0849  21.9751
Si  -0.6054  -3.6219  21.3163
Si  3.5961  -4.5499  24.6909
Si  -2.5266  -4.2377  -5.8016
Si  3.8828  -4.8715  20.1095
Si  0.0864  -1.0456  19.5617
Si  7.728  2.2757  -2.0188
Si  4.4728  -0.4295  23.6224
Si  7.7959  1.837  -9.0019
Si  2.713  1.5702  -4.1805
Si  1.4943  2.7512  21.9279
Si  4.7935  -4.8413  -2.6941
Si  0.1572  -1.6596  -7.9455
Si  7.9695  3.3225  17.6907
Si  7.1027  4.4383  -3.9391
Si  5.9965  4.1222  -9.5759
Si  2.7474  3.6592  -2.1209
Si  1.3932  -1.3151  5.41
Si  4.0847  1.3536  5.4095
Si  1.3436  -6.7848  5.4821
Si  4.0686  -4.0567  5.4733
Si  6.7924  -1.3757  5.4805
Si  9.523  1.3563  5.495
Si  6.7747  4.0483  5.43
Si  9.5588  6.7931  5.4597
Si  2.7373  0.0114  6.7869
Si  5.4307  2.703  6.7983
Si  2.7107  -5.421  6.8282
Si  5.4436  -2.7312  6.835
Si  8.1527  -0.0053  6.8327
Si  -0.018  2.7405  6.8343
Si  8.1615  5.4192  6.7669
Si  0.0358  -2.6959  6.7818
Si  1.3718  1.3603  8.1353
Si  4.0862  4.0786  8.1543
Si  1.3552  -4.0534  8.1777
Si  4.072  -1.35  8.1615
Si  6.7956  1.3722  8.1784
Si  -1.3843  4.0932  8.1735
Si  6.821  -4.1076  8.1369
Si  9.53  -1.3765  8.1545
Si  0.0148  0.0004  9.488
Si  2.7116  2.7181  9.497
Si  -0.0301  -5.4118  9.5149
Si  2.725  -2.7051  9.5378
Si  5.4284  0.0057  9.5139
Si  8.1508  2.7407  9.5454
Si  5.4741  5.4256  9.4999
Si  8.1713  -2.7573  9.4994
O  5.5531  5.0241  16.2963
O  -2.2088  -3.5683  21.5444
O  4.9433  5.2825  21.0908
O  0.0554  -1.4063  -3.8342
O  -0.0288  0.0822  -0.4461
O  0.4245  -0.3886  16.0741
O  4.6508  2.2899  -6.587
O  3.7187  -3.2824  20.489
O  -0.3419  -5.1133  -0.3612
O  -2.6086  0.6499  23.762
O  3.8352  0.9005  22.9859
O  5.495  5.1745  -0.1013
O  3.4379  2.6309  -1.0585
O  1.4153  4.0715  15.3819
O  -1.3604  1.3181  15.3186
O  5.381  1.5558  20.9523
O  6.056  3.5481  -4.812
O  -2.2196  2.2983  18.7237
O  6.2633  5.3627  -2.8915
O  2.0184  0.3446  -3.4164
O  6.7085  2.5686  24.5854
O  2.1491  4.2898  -9.4159
O  0.315  -1.712  -6.349
O  5.5836  -1.0863  -10.8467
O  2.9718  2.3741  -11.017
O  7.001  0.4014  19.2389
O  5.8887  -0.0054  24.2672
O  -0.292  -2.4024  20.3233
O  2.1894  -2.361  16.1506
O  2.2576  1.6752  -5.736
O  2.6613  4.0886  -6.8605
O  5.016  0.5878  16.0128
O  6.7046  -1.254  15.3295
O  4.0139  -4.0258  15.3325
O  -0.9347  -5.2774  -9.6609
O  -0.7686  -0.574  22.4737
O  1.4323  4.2818  -1.4406
O  -1.6079  1.6929  -9.7083
O  8.0701  5.4004  -4.8034
O  3.187  2.4069  16.3847
O  -0.1893  -5.0376  20.7229
O  6.7818  1.0375  -9.9782
O  0.9203  1.3893  22.5819
O  4.6439  -3.7704  -3.8893
O  4.7215  -4.8941  23.585
O  2.2215  2.8953  -3.4266
O  3.3929  -4.6102  -8.2203
O  0.5204  4.8405  18.4662
O  0.2335  -3.497  22.6697
O  1.624  -1.2671  22.9665
O  -1.7864  1.671  -1.4126
O  1.6561  3.7647  23.1769
O  5.3233  -2.8425  -8.0814
O  0.7219  0.3832  -10.366
O  -2.4505  -2.6428  16.5642
O  4.4547  -3.8949  -1.4016
O  -1.5573  -0.8764  -10.5909
O  7.0341  3.1537  -0.8607
O  4.8192  -0.881  19.9945
O  3.0318  -1.0097  -10.8883
O  4.5498  -1.5989  22.5104
O  -0.6613  -2.9594  -8.4533
O  -1.7654  -4.8595  -7.1029
O  7.9586  1.1964  -7.5308
O  0.9154  -1.5395  18.2898
O  7.9585  -2.322  19.2736
O  4.8025  0.3514  -1.0039
O  2.5203  -3.5848  23.9655
O  -0.6714  -0.302  -8.2536
O  6.8122  -4.2026  17.8945
O  6.8443  -1.2965  -1.3897
O  2.6989  1.94  -8.359
O  4.5067  -5.1641  18.6387
O  -1.9046  -0.415  -5.4949
O  2.4072  5.3629  20.2314
O  2.8993  2.4527  21.1784
O  4.619  3.3839  -9.2182
O  2.7656  -0.0389  17.2299
O  6.7102  4.0835  18.3888
O  0.6231  3.4304  20.7514
O  -0.1187  -4.862  16.1694
O  -1.4245  -4.2076  18.3526
O  5.0864  -1.095  -3.2225
O  7.7154  -1.0922  21.7016
O  6.9161  -1.106  -6.9586
O  6.1844  3.9442  -11.1629
O  6.6638  0.9884  -5.3359
O  -1.6207  -3.0525  -5.1312
O  7.2552  3.3679  -8.8617
O  3.7433  4.8123  -2.6401
O  1.5112  -1.6165  -8.8465
O  4.3531  1.5448  -4.1348
O  4.2886  -3.3555  -10.3972
O  2.7014  -2.0603  -3.9608
O  1.5384  -1.5761  -1.6233
O  8.0388  3.3331  -3.1989
O  4.8073  -1.9638  -5.661
O  4.6549  3.38  22.8339
O  5.8273  -5.1938  -9.1757
O  4.6037  1.3099  18.4648
O  7.5147  2.6488  16.2868
O  1.0519  -0.2167  20.5715
O  -1.7702  4.3589  17.2364
O  6.9064  -3.608  -6.1582
O  -1.9545  3.9998  24.5996
O  -2.2312  1.2433  21.1663
O  6.764  1.0624  -2.5316
O  6.8806  4.6157  22.8948
O  6.1596  -2.9972  21.0144
O  0.8187  -5.0439  -7.7094
O  -2.4313  -3.0426  -0.3681
O  -1.2041  -0.1253  19.1751

Results
free energy: -155991.489 eV
free energy less fixed offsets of O -570.45, Si -639.56 eV per atom: -4.449 eV

Forces (eV/angstrom), in the order of the atoms: element, x, y, z
Si  -0.0074  0.0069  0.0324
Si  -0.0019  -0.0034  0.0319
Si  0.0002  -0.0031  0.0296
Si  0.0009  0.0014  0.0313
Si  0.0008  -0.0027  0.0277
Si  0.0064  -0.0031  0.0282
Si  -0.0034  0.0095  0.0217
Si  0.0019  0.0013  0.0162
Si  0.002  -0.001  -0.0009
Si  -0.0004  0.0007  -0.006
Si  -0.0026  0.0007  0
Si  -0.0012  0.0009  -0.0062
Si  -0.0015  0.0007  -0.0031
Si  -0.0013  0.0002  -0.0038
Si  -0.0008  -0.0005  -0.0016
Si  0.0021  0  -0.0033
Si  -0.0002  -0.0001  0.0032
Si  -0.002  -0.002  0.001
Si  0.0007  0.0004  0.0004
Si  0.0009  0.0009  -0.0001
Si  0.0014  -0.0009  0.0018
Si  0.0032  -0.001  0.0026
Si  0.0003  0.0006  0.0019
Si  -0.0003  0.001  0.0035
Si  -0.0002  0.0004  -0.0003
Si  -0.0007  0.0019  0.0009
Si  0.0001  -0.0002  0.0007
Si  -0.0017  -0.0008  0
Si  0.0007  -0.0008  -0.0006
Si  0.0016  -0.0011  0.0018
Si  0.0004  0.0015  0.0025
Si  -0.0004  -0.0006  0.0015
Si  0.0006  0.0002  0.0015
Si  -0.0001  0  0.0011
Si  -0.0003  -0.0007  0.0004
Si  -0.0004  0.0009  -0.0004
Si  0  -0.0001  0.0002
Si  -0.0004  0.0009  -0.0004
Si  0.0002  0  0.0017
Si  0.0008  -0.0002  0.0018
Si  -0.0001  0.0012  0.0026
Si  -0.0008  0.0005  0.0012
Si  -0.0002  -0.0004  0.0019
Si  -0.0007  0.0002  0.0017
Si  -0.0007  -0.0009  0.0016
Si  0.001  -0.0007  0.0028
Si  -0.0017  -0.0002  0.0021
Si  0  0.0009  0.0011
Si  -0.0014  0.0018  -0.0055
Si  -0.0008  0.0013  -0.0038
Si  0.0019  0.0006  -0.004
Si  0.0013  -0.0022  -0.0025
Si  -0.001  -0.0018  -0.0037
Si  -0.0006  -0.0014  -0.0011
Si  -0.0013  0.0026  -0.0025
Si  -0.0005  0.0009  -0.0055
Si  0.0029  -0.0008  0.0264
Si  0.0022  -0.0047  0.0262
Si  -0.004  0.005  0.0295
Si  -0.0059  0.0037  0.0269
Si  -0.0043  0.0062  0.0269
Si  -0.0078  0.0014  0.03
Si  0.005  -0.0063  0.03
Si  0.0039  -0.0058  0.0355
Si  -0.0028  0.0038  -0.0183
Si  0.0047  -0.0042  0.038
Si  0.002  0.0011  -0.0309
Si  0.0054  0.0003  -0.0028
Si  -0.0006  0.003  -0.0279
Si  0.0034  0.0055  -0.027
Si  0.006  0.0023  0.0254
Si  0.0021  -0.0021  -0.0108
Si  0.0005  0.0003  -0.0048
Si  -0.0013  0.0011  -0.0013
Si  -0.0014  -0.0013  0.0309
Si  0.0009  -0.0004  -0.0001
Si  0.0002  0.0007  -0.0281
Si  -0.0002  0.0002  0.04
Si  0.0037  0.0005  -0.0096
Si  0.0057  0.0009  0.0024
Si  -0.0007  -0.0012  0.017
Si  0.0001  -0.001  0.0267
Si  0.0048  -0.0028  -0.0223
Si  0.0086  0.0004  -0.0303
Si  -0.0077  -0.0014  -0.0309
Si  -0.0351  -0.0009  -0.0323
Si  -0.001  0.0081  -0.0204
Si  -0.0073  0.0027  -0.0238
Si  0.0029  0.0008  0.0302
Si  -0.0005  -0.0004  -0.0281
Si  0.0047  -0.0049  -0.0128
Si  -0.0089  -0.0054  0.0249
Si  -0.0027  -0.0062  -0.0318
Si  0.0006  0.0009  -0.0152
Si  -0.0049  -0.0052  -0.0245
Si  0.0048  -0.0015  -0.0216
Si  -0.0067  0.0036  -0.0222
Si  -0.0031  0.0012  -0.0301
Si  0.0007  0.0026  -0.0006
Si  0.0045  -0.0017  -0.0075
Si  -0.0025  0.0004  -0.0063
Si  0.0045  -0.007  0.0315
Si  -0.0075  -0.0031  -0.0324
Si  -0.0061  -0.0004  -0.0293
Si  -0.0044  -0.0012  0.0122
Si  -0.0006  0.0008  -0.0212
Si  -0.0071  0.0007  0.0326
Si  -0.0036  -0.0009  -0.0236
Si  0.0039  0.0029  0.0224
Si  0.0022  -0.002  0.0161
Si  0.0062  0.0022  -0.0239
Si  -0.0002  0.0049  0.0322
Si  0.0002  0.0003  0.0002
Si  0.0009  0  0.0013
Si  -0.0002  -0.0003  0.0007
Si  -0.0006  -0.0001  0.001
Si  0.0002  0.0011  0.0008
Si  0.0005  -0.0003  0.0008
Si  -0.0004  -0.0016  0.0024
Si  0.001  0.001  0.0032
Si  -0.0001  0.0001  0.0003
Si  0.0002  0.0003  0.0007
Si  0.0007  0.0004  0.0017
Si  0.0005  0  0.0019
Si  0.0011  0.0004  0.0022
Si  0.0001  -0.0007  0.0015
Si  0.0016  0.0007  0.0028
Si  -0.0003  -0.0002  0.0016
Si  0.0006  -0.0001  0.0014
Si  0.0006  -0.0003  0.0019
Si  0.0006  0.0004  0.0015
Si  0.0007  0.0001  0.0019
Si  0.0005  0.0001  0.0015
Si  -0.0002  -0.0002  0.0026
Si  -0.0003  0.0006  0.0021
Si  0.0002  0.0001  0.0019
Si  -0.0011  0.0008  0.0012
Si  0.0001  0.0007  0.0013
Si  0.001  0.0001  0.0001
Si  0.0002  -0.0008  0.0013
Si  0.0013  -0.0005  0.0014
Si  0.001  -0.0013  0.0011
Si  -0.0019  0.0003  0.0004
Si  -0.0003  0.0012  0.001
O  -0.0104  0.0099  -0.0324
O  0.0005  -0.0042  0.0067
O  0.0008  -0.0004  0.015
O  -0.0021  -0.0008  -0.0073
O  0.0012  -0.0015  -0.0108
O  -0.0179  0.0107  -0.0321
O  0.0018  -0.0007  0.0081
O  0.0004  0.0005  0.0014
O  0.0019  -0.0022  -0.0141
O  -0.0052  0.0012  0.0161
O  0.0014  -0.0042  0.0118
O  -0.0016  0.0006  -0.0029
O  -0.0075  0.0137  -0.0224
O  0.0021  0.0013  -0.0043
O  0.002  -0.003  -0.0125
O  -0.0033  0.0024  0.0064
O  0.0001  0.0004  -0.0023
O  -0.0051  0.0021  -0.0064
O  0.0068  -0.0017  -0.0089
O  0.0041  0.0034  -0.0091
O  -0.0023  -0.0022  0.0092
O  0.0011  -0.0009  0.0118
O  0.0026  -0.0017  0.0133
O  -0.0013  -0.0038  0.0136
O  -0.0019  0.0084  0.0278
O  0.0006  -0.0008  -0.0027
O  0.0061  0.0051  0.025
O  0.0015  -0.0008  0.0076
O  0.0088  -0.0124  -0.0301
O  -0.0017  -0.0025  0
O  0.0026  -0.008  0.009
O  0.0143  -0.0086  -0.0307
O  -0.0032  0.0027  -0.0128
O  -0.0005  0.0017  -0.0112
O  0.0091  -0.0008  0.0214
O  0.0062  -0.0046  0.009
O  0.0135  -0.0091  -0.0299
O  0.0003  -0.0009  0.0082
O  0.0008  -0.003  0.0011
O  -0.0099  0.0132  -0.0288
O  -0.0022  -0.0001  0.0045
O  0.0088  0.0101  0.0177
O  -0.0015  0.004  0.01
O  0.0009  0.0021  -0.0054
O  -0.0053  0.0018  0.0098
O  -0.0003  -0.0038  -0.0126
O  0.0031  0.0003  0.0055
O  -0.005  0.003  -0.0074
O  0.0046  -0.0022  0.0212
O  -0.0007  -0.0053  0.0073
O  -0.0139  0.0092  -0.0301
O  0.0022  0.0041  0.0235
O  0.0042  0.0046  0.0123
O  -0.0012  0.0015  0.0074
O  -0.0073  0.0088  -0.0397
O  0.0043  -0.0009  -0.0365
O  0.0047  0.0074  0.0254
O  0.0113  -0.0118  -0.0264
O  -0.0019  -0.0047  -0.002
O  -0.005  0.0006  0.0118
O  -0.0015  0.0024  0.0148
O  0.0007  0.0054  0.0187
O  -0.0021  -0.0052  0.0087
O  0.0019  -0.0004  0.0115
O  0.0089  0.0024  -0.0128
O  -0.002  -0.0033  -0.0073
O  0.01  -0.0085  -0.0224
O  -0.0042  0.0024  0.0103
O  0.0005  -0.0023  0.0168
O  -0.0047  0.0007  0.0016
O  -0.0086  0.0095  -0.0289
O  -0.0021  -0.0031  0.0108
O  0.0026  -0.0008  -0.0037
O  0.001  0.0004  -0.0016
O  -0.0019  -0.0027  0.0023
O  -0.001  -0.0003  0.0085
O  -0.0104  -0.007  0.0097
O  0.0005  -0.003  -0.0166
O  -0.0031  0.0046  -0.0081
O  0.0019  -0.0008  0.0079
O  0.0081  -0.0069  -0.031
O  0.0059  0.0002  -0.0128
O  -0.0041  -0.0078  -0.0151
O  -0.0014  0.0038  0.0038
O  -0.0009  -0.0021  0.0049
O  -0.0034  -0.0022  0.0179
O  -0.0021  0.0044  0.0053
O  0.0017  0.0029  -0.0003
O  0.0025  0.0011  0.0082
O  0.0008  0.0003  -0.0066
O  -0.0012  -0.0026  0.0126
O  -0.002  -0.0002  -0.0015
O  0.0004  -0.0073  0.0173
O  0.0049  -0.0003  -0.0069
O  0.0048  -0.0036  -0.0427
O  -0.0006  0.0101  -0.0103
O  0.0001  0.0029  -0.0027
O  0.0006  0.0008  0.007
O  0.0002  0.0072  0.0108
O  -0.0072  -0.0014  -0.0145
O  0.0077  -0.0052  -0.0313
O  -0.0022  -0.002  0.0113
O  0.0059  0.0119  0.0029
O  -0.0016  0.0055  0.0004
O  -0.0144  -0.0002  0.016
O  -0.0028  -0.0043  0.0038
O  0.0001  0.0015  -0.0061
O  0.0047  -0.0033  0.0139
O  -0.0028  -0.0009  0.0049
O  0.0021  0.0007  0.0002
O  -0.0004  -0.0001  -0.0147
O  -0.0014  0.0015  0.0001

The program warned: the cutoff lies below the one the program advises for these potential files; the forces do not sum to zero within the program's tolerance; empty levels may hold ghost states of the PAW files; the exchange-correlation potential is rough where the density is thin.
